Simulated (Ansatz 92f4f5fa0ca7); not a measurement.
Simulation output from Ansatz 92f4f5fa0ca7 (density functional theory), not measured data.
Periodic cell of 236 atoms, Si134O102, from a study of silicon, its oxide and their interface. The atomic structure is a simulated model.

Settings
functional: PBE
potential files: Ansatz PAW
basis: plane waves
wave-function cutoff: 700 eV
density cutoff ratio: 5
exchange-correlation grid ratio: 2
k mesh: 2 x 2 x 1, shifted by 0.5 0.5 0.5 of a step
self-consistency stop: 5e-08 eV per atom in the density residual
occupations: Fermi-Dirac, 0.05 eV
spin: none
net charge: 0

Cell vectors (angstrom)
a	11.5983	0	0
b	0	15.4644	0
c	-2.7816	-2.6107	23.8215

Atoms and the computed forces on them: element, x, y, z (angstrom), force x, y, z (eV/angstrom)
Si	2.7179	0.4055	0.0506	0.1102	-0.0003	0.2553
Si	3.5878	4.5787	-1.2116	0.1732	0.3588	0.0282
Si	2.1727	7.3566	-1.3209	-0.0586	0.1379	-0.1741
Si	0.0936	12.7276	-0.9192	-0.2811	-0.0179	0.0729
Si	6.7564	-0.0654	-0.0098	-0.3785	0.0159	-0.0282
Si	12.9538	2.9474	-1.3526	0.016	-0.4361	-0.0145
Si	4.9627	8.2537	-1.3461	0.0266	-0.0287	0.0337
Si	5.3731	12.565	-2.309	-0.0925	-0.21	-0.0916
Si	10.7322	0.1558	0.1123	-0.0808	-0.3243	0.3349
Si	9.5352	4.6348	1.3685	-0.2774	-0.2826	-0.0406
Si	6.9743	10.3544	-2.753	0.1634	-0.0434	-0.0388
Si	8.245	11.5395	1.2847	-0.3987	0.3113	-0.288
Si	4.7909	0.5354	1.2449	-0.0173	-0.2255	-0.2659
Si	4.9483	4.3792	1.3782	-0.0238	-0.04	0.0362
Si	4.1629	8.283	1.7277	0.495	0.0639	-0.1507
Si	4.1884	12.0247	1.6809	0.1252	0.0107	-0.1989
Si	8.6922	0.4	1.2677	0.2277	-0.1311	-0.1416
Si	6.3119	5.3767	-1.1572	-0.1495	0.2494	0.1781
Si	10.9444	6.2958	-2.4889	-0.0513	0.5239	-0.1094
Si	9.2042	11.0666	-0.8337	-0.0829	-0.3375	-0.4754
Si	12.5549	0.4296	1.5551	-0.0439	0.0052	0.0855
Si	11.9215	4.2171	1.4947	0.2905	0.1646	0.1552
Si	13.4087	8.1483	1.5734	-0.3511	0.1436	-0.1583
Si	13.3006	11.9631	1.6476	-0.0622	0.1858	-0.2239
Si	4.9599	2.3826	2.6864	-0.1241	-0.0295	0.0472
Si	4.7787	6.2736	2.797	0.0139	0.0882	-0.0838
Si	4.7112	10.1358	3.0227	-0.0395	0.1193	-0.1226
Si	4.7273	14.0889	2.7448	0.0056	-0.0437	0.276
Si	8.8274	2.4638	2.5506	-0.1161	-0.0213	0.0065
Si	8.7939	6.5056	2.7567	0.1285	0.5446	-0.0371
Si	8.624	9.6848	2.7296	0.0275	-0.5423	0.1304
Si	8.6641	13.7865	2.5475	-0.0745	-0.0457	0.2623
Si	12.5491	2.3713	2.838	0.2069	-0.0678	0.116
Si	12.6437	6.2141	2.7064	-0.0491	-0.0455	0.0284
Si	12.6554	10.0206	2.8202	0.0326	-0.1012	0.1514
Si	12.6238	13.9318	2.8337	-0.1431	-0.0735	0.1473
Si	2.9792	2.3572	4.0899	-0.0485	0.1867	-0.0045
Si	2.9047	6.1863	4.2062	-0.0227	0.0531	0.2527
Si	2.8265	10.0741	4.3835	0.0697	-0.1534	0.1501
Si	2.8881	14.0695	4.2502	0.1761	0.0513	-0.1471
Si	6.8992	2.3487	4.0031	0.0801	0.0281	0.1105
Si	6.7967	6.2585	4.0584	-0.1113	-0.0587	0.0719
Si	6.7576	10.0193	4.1727	-0.0625	-0.1412	0.0955
Si	6.7675	13.9603	4.0196	-0.0894	-0.04	-0.1251
Si	10.6098	2.2672	4.1228	0.0068	0.1796	0.1431
Si	10.7194	6.312	4.1403	-0.0237	-0.0658	0.0768
Si	10.5924	10.0018	4.0516	0.2126	-0.0063	0.0658
Si	10.5764	13.8628	4.0397	0.0521	-0.0287	-0.1548
Si	2.8999	0.5022	5.6133	-0.0572	-0.1	0.0072
Si	2.9542	4.2321	5.4999	0.0485	0.0756	0.0965
Si	2.9068	8.1041	5.6961	-0.0554	0.0646	-0.1167
Si	2.8841	12.1013	5.5424	-0.0305	-0.1237	0.0775
Si	6.8632	0.4247	5.47	0.1157	-0.0915	-0.0728
Si	6.805	4.2779	5.3597	0.0897	-0.0441	0.0287
Si	6.7256	8.1155	5.5829	0.0352	0.0944	-0.1152
Si	6.7399	12.0385	5.4109	0.1359	0.0548	0.0141
Si	10.638	0.3355	5.497	-0.0594	-0.0426	-0.0459
Si	10.6917	4.2661	5.4077	-0.1269	-0.0145	0.0682
Si	10.6388	8.1738	5.6021	-0.0077	0.0222	-0.0289
Si	10.5854	11.9565	5.3996	-0.1386	0.1409	0.0098
Si	4.9033	0.4539	6.8787	-0.0546	0.0087	-0.0421
Si	4.9181	4.2608	6.8167	-0.076	-0.0389	-0.0806
Si	4.8772	8.149	7.0644	-0.0852	-0.069	0.107
Si	4.8446	12.045	6.8326	0.005	-0.0278	-0.0201
Si	8.779	0.3635	6.9369	-0.1268	-0.0673	0.042
Si	8.7239	4.2972	6.7222	-0.0265	-0.0425	-0.2872
Si	8.6451	8.1883	6.9613	0.0065	-0.0514	0.0986
Si	8.6597	12.0207	6.7912	0.1046	0.1561	-0.0911
Si	12.5259	0.4025	6.9922	0.1284	0.1375	-0.0186
Si	12.6127	4.1959	6.8488	0.0929	0.0478	-0.229
Si	12.5399	8.1172	7.0013	0.1877	0.0044	0.109
Si	12.5005	12.0712	6.7851	-0.1299	-0.17	-0.1701
Si	4.9082	2.3665	8.2678	0.2503	0.0991	-0.0922
Si	2.9035	5.7769	9.584	-0.0045	0.2573	0.0815
Si	4.8709	10.213	8.3492	0.2523	0.1178	-0.2657
Si	4.8804	13.9644	8.2152	-0.0686	-0.2446	0.1583
Si	8.8352	2.4065	8.1381	0.1035	0.0237	-0.1727
Si	8.6544	6.1465	8.1737	-0.1121	-0.0542	0.0144
Si	8.5722	10.2041	8.2935	-0.0032	0.0761	-0.1269
Si	6.7694	13.586	9.61	0.0078	0.1698	-0.1324
Si	12.6921	2.3486	8.3796	-0.2197	-0.0026	-0.0286
Si	12.5634	6.1006	8.2542	-0.052	-0.1063	0.0564
Si	12.4802	10.1726	8.174	-0.0418	0.1748	-0.2444
Si	12.4745	13.8709	8.2985	-0.0487	-0.1072	0.0036
Si	3.0732	2.5682	9.7684	-0.106	0.9259	-0.1255
Si	4.8634	6.1029	8.2984	0.1012	-0.103	0.0857
Si	2.8193	10.4823	9.4199	-0.1217	0.5019	0.3489
Si	2.869	13.6358	9.5366	0.2287	-0.0102	-0.0375
Si	6.9413	2.5648	9.4772	0.0534	0.2466	0.4877
Si	6.7995	5.667	9.6082	0.0807	0.0434	0.4503
Si	6.7506	11.0535	9.6475	-0.0519	-0.0778	0.5078
Si	8.7441	13.8564	8.3245	-0.0415	-0.0523	-0.0766
Si	10.7119	3.1149	9.4022	-0.1185	-0.396	0.3093
Si	10.564	5.4596	9.2948	-0.0625	0.5097	0.093
Si	10.5546	10.6889	9.4342	0.0332	-0.6694	0.2708
Si	10.6402	13.0435	9.5924	-0.0936	0.6605	0.3301
Si	-2.7048	11.991	14.527	-0.0377	0.0604	0.107
Si	3.509	0.6817	11.3475	-0.2112	-0.151	0.2673
Si	10.3595	8.1259	14.5806	-0.1061	-0.1945	0.1379
Si	8.8148	5.5182	14.0317	0.0552	0.1154	0.0702
Si	0.8916	-2.878	19.3249	0.049	0.0076	-0.2234
Si	11.8597	4.1667	16.8195	-0.0055	0.0162	-0.0725
Si	2.2415	1.6962	17.0779	-0.0641	-0.0337	-0.0288
Si	8.3189	-0.5324	14.0123	0.2046	-0.1426	0.195
Si	1.1258	4.5519	14.0291	-0.0779	0.0216	0.2295
Si	11.578	9.8189	12.167	-0.0508	0.0424	0.3362
Si	4.944	-3.6423	19.0589	0.1157	-0.2338	-0.5413
Si	8.9909	5.058	17.1745	0.0383	0.1876	-0.1775
Si	10.531	4.4581	11.9389	-0.1473	-0.0266	0.4197
Si	6.777	7.0927	12.5003	0.0308	0.0122	0.3491
Si	7.0676	10.0252	12.746	0.0241	-0.0197	0.1317
Si	11.4534	-0.3573	14.2364	-0.1115	-0.0869	0.0926
Si	7.5468	2.8426	18.5726	-0.0539	0.1238	-0.3057
Si	3.19	9.0522	16.0063	0.025	0.0207	0.054
Si	2.5722	8.6839	10.9575	0.1886	-0.1122	-0.0067
Si	8.1939	7.7879	18.46	0.006	-0.0316	-0.0576
Si	7.2331	16.0867	16.6483	0.0669	-0.0263	-0.1819
Si	11.3655	-2.7494	12.6392	-0.0749	0.0695	0.2598
Si	6.6576	-0.0102	11.2537	0.4666	-0.3472	-0.0399
Si	5.9536	9.3861	17.5526	-0.0378	0.0415	-0.1004
Si	6.6514	2.2592	22.7589	-0.4043	0.2584	-0.1055
Si	2.1515	1.7335	14.0289	-0.4583	0.2093	0.3478
Si	12.5214	-1.1443	16.9911	-0.072	0.1153	-0.1356
Si	6.8751	6.535	20.9007	0.1158	0.2206	-0.0003
Si	1.2629	6.7523	15.9472	0.0249	0.0677	-0.0278
Si	3.4312	-3.3344	20.872	-0.2132	-0.0033	0.0226
Si	8.5979	9.8618	16.5123	0.1017	0.0544	-0.0212
Si	6.6217	-0.9885	18.944	-0.1204	0.0346	-0.2198
Si	11.344	-4.4084	21.5745	0.0812	0.1646	-0.0731
Si	5.0597	1.4188	18.1616	-0.0741	0.0429	-0.1641
Si	3.2118	9.6176	23.8802	0.1965	-0.1592	0.2263
Si	8.0888	-0.3236	21.6375	-0.0435	-0.2439	-0.3171
Si	4.5292	8.8198	13.2638	0.0771	-0.1011	0.2146
Si	2.5095	11.7847	17.1243	0.1938	-0.0801	-0.167
O	2.4627	3.8649	-2.1549	0.2237	0.0483	0.1258
O	3.7676	3.9178	0.2888	0.0882	-0.0507	0.0446
O	1.4964	8.1833	-0.08	0.1662	-0.0664	0.1146
O	3.4342	8.2045	-2.0178	-0.0701	-0.0501	0.0243
O	0.9235	11.845	0.1709	0.0916	0.0124	0.038
O	6.238	4.8896	0.4268	-0.0018	-0.098	0.0221
O	5.8942	6.9232	-1.433	0.0678	-0.1323	0.033
O	5.8815	9.393	-2.0333	-0.0292	0.1015	0.0285
O	4.8195	8.6126	0.23	-0.1668	0.0309	0.1039
O	-1.2243	11.9832	-1.488	0.3043	0.2003	0.1256
O	12.4205	3.833	-0.0607	-0.0127	0.2192	0.054
O	8.1229	9.4406	-3.5012	-0.1314	0.0185	-0.0061
O	5.0791	4.5686	-1.92	-0.1158	-0.1189	-0.0087
O	8.6993	8.0913	2.0772	0.0024	0.0074	0.3954
O	1.4867	11.3985	18.3474	-0.1668	0.0643	0.137
O	2.8076	-0.9772	-0.8563	0.0894	0.0383	-0.0066
O	13.8465	1.6263	-0.9412	-0.0195	0.2521	-0.3011
O	3.004	6.0544	-0.802	0.0474	-0.2361	0.0267
O	0.8779	6.8828	-2.2098	0.0855	-0.073	0.0327
O	9.676	9.538	-1.3169	-0.1287	0.1236	0.185
O	6.9744	10.0915	16.4768	-0.0381	-0.0738	0.0486
O	6.6255	-1.6958	0.1758	0.0362	-0.0052	0.079
O	3.7065	12.5541	-2.4171	0.2177	-0.0999	-0.0658
O	7.753	-0.6296	20.0668	-0.0169	0.022	0.1926
O	11.4409	-0.8376	15.8093	0.0649	-0.0017	-0.0136
O	6.0095	11.4891	-3.461	-0.1578	0.1486	0.1416
O	10.6715	0.8865	-1.3484	0.0253	0.3111	-0.3052
O	7.0102	0.7557	22.2165	-0.2201	-0.1307	-0.115
O	7.863	5.1921	-1.6056	0.4216	-0.2088	0.0244
O	10.0106	7.5677	-2.9683	-0.0011	-0.2255	-0.0184
O	4.5502	9.0619	16.8547	0.019	-0.0168	-0.0002
O	7.8744	11.3488	-1.7912	-0.0138	-0.0944	0.3506
O	-0.5073	14.0511	-0.2037	0.014	-0.109	-0.0471
O	2.9018	12.0698	10.1299	-0.0788	-0.5544	-0.2642
O	3.0025	4.2478	10.282	-0.0339	-0.7011	-0.182
O	2.8219	7.0674	10.6537	0.0355	0.0376	-0.0931
O	2.4804	10.5235	16.0942	-0.0329	0.0609	0.0391
O	1.1672	2.9112	17.3426	0.0399	-0.0354	0.0668
O	1.8122	5.9306	14.6128	-0.0965	-0.0581	-0.0494
O	7.2447	1.4206	10.6603	-0.2123	-0.2232	-0.1286
O	12.1939	-1.5094	13.3215	0.0329	-0.0049	-0.0895
O	1.1432	8.7698	11.7519	0.0202	-0.0861	-0.0258
O	6.8183	6.6434	10.9441	-0.0594	-0.1787	-0.2422
O	6.8415	10.5786	11.2388	-0.0112	0.187	-0.4092
O	10.3757	4.2321	17.4946	0.0519	0.0093	0.0629
O	7.487	-0.376	12.6233	-0.1329	0.1311	-0.1635
O	10.6985	-2.1481	11.2651	-0.0307	-0.1651	-0.4001
O	3.7703	9.2398	11.9083	-0.0653	-0.0657	-0.0772
O	10.4837	9.9517	10.9598	-0.0976	0.2377	-0.3372
O	-3.5509	10.973	13.5963	-0.0427	-0.0668	-0.1007
O	7.7586	15.9735	15.1298	-0.0514	0.0303	0.0278
O	3.4422	8.7312	14.4454	0.0536	0.0205	-0.104
O	7.3074	14.6611	17.4606	-0.021	0.0238	0.1104
O	10.2791	-3.1885	13.7632	0.0939	0.0467	-0.0765
O	8.9344	9.2265	18.0227	-0.0531	-0.0797	0.0466
O	9.0342	6.5989	17.7153	-0.0253	-0.0274	0.0854
O	11.6769	4.0314	15.1933	0.0434	0.0092	-0.0534
O	5.2552	7.3749	13.0283	-0.0304	0.0479	-0.0939
O	10.2597	5.7378	10.9366	0.1033	-0.3615	-0.2517
O	5.6661	1.1332	16.6503	0.0638	-0.024	0.1357
O	5.083	0.2752	11.5507	-0.2392	0.1365	-0.0274
O	-0.0477	7.6544	15.5872	0.0029	-0.0257	-0.0378
O	6.8719	4.0931	10.1996	0.0303	-0.0793	-0.5147
O	0.9875	5.6147	17.0983	-0.0501	-0.0234	0.011
O	9.8999	-0.1869	13.7659	-0.0562	0.0308	-0.0918
O	10.5994	3.032	11.1059	0.055	0.2388	-0.351
O	9.3728	4.3134	13.0869	0.111	-0.0146	-0.2133
O	9.1283	8.7452	15.4481	0.0034	0.0149	-0.0167
O	5.7004	10.3558	18.8551	-0.0792	0.1658	0.107
O	12.2148	11.3324	12.3947	0.0867	-0.0666	-0.1312
O	2.3205	7.8045	16.5719	0.0328	0.031	0.0492
O	2.188	-2.4052	20.2221	0.078	0.0452	0.2304
O	0.6443	1.0603	14.069	0.1775	0.0762	-0.0921
O	2.7754	1.6093	15.5343	0.0446	-0.0234	-0.0857
O	3.5162	1.8942	18.0748	0.0335	-0.0115	0.0522
O	2.9933	1.0006	12.8686	0.1823	-0.1772	-0.2085
O	2.1602	3.3386	13.7201	0.1187	-0.1303	-0.1266
O	-3.4812	13.4222	14.629	-0.0017	0.1313	-0.0739
O	9.8328	6.7801	13.8401	0.0269	0.0213	-0.0318
O	11.8457	-1.72	18.3658	0.0517	-0.1242	0.1699
O	10.8696	9.241	13.5186	0.1517	0.1302	-0.2393
O	8.1054	1.7232	17.5087	-0.0296	-0.0153	0.0662
O	6.1285	-2.5195	19.1185	0.0668	0.0957	0.0692
O	9.1947	11.3144	16.0072	-0.0161	-0.009	-0.0454
O	7.6356	8.4896	12.6493	-0.0213	0.0083	-0.1017
O	2.7721	-0.688	10.762	0.1104	0.1726	-0.0928
O	8.0111	7.394	20.0447	-0.0791	-0.0891	0.0721
O	8.7118	5.054	15.5755	-0.0124	-0.0438	0.0276
O	9.8755	-5.0813	21.6258	-0.0485	0.0083	0.0161
O	11.3089	-3.4087	20.2856	-0.0543	-0.0612	0.1293
O	1.9921	13.1888	16.4424	0.0089	-0.0276	0.075
O	0.3491	4.8283	12.6475	0.0687	-0.0244	-0.0703
O	6.6447	7.9508	17.9295	0.0494	0.0477	0.0344
O	1.5917	0.2598	17.4414	0.0426	-0.0031	0.0345
O	11.116	5.3326	-3.8238	-0.0078	-0.0653	0.2113
O	5.6434	9.9757	13.5556	-0.0175	-0.0238	-0.0769
O	7.7632	4.3187	17.9226	-0.0759	-0.1478	0.1427
O	5.3189	0.0382	19.0298	0.0805	-0.0168	0.1137
O	6.8184	0.1447	-1.6667	0.0114	0.1571	0.0868
O	5.9394	2.6333	18.8189	0.0341	-0.0451	0.0756
O	7.3423	5.9516	13.5099	-0.039	0.0191	-0.178
O	4.0254	-3.4257	17.6886	0.0077	0.0215	0.1891

Results
free energy: -143206.572 eV
free energy less fixed offsets of O -569.03, Si -635.61 eV per atom: 6.228 eV
pressure: -0.66 GPa
stress xx, yy, zz, yz, xz, xy (GPa, positive in tension): 0.29, 1.44, 0.26, 0.06, 0.04, -0.43

The program warned: the cutoff lies below the one the program advises for these potential files.
